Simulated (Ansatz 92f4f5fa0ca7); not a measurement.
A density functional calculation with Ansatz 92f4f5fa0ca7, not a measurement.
Periodic cell of 222 atoms, Si134O80N8, from a study of silicon, its oxide and their interface. The atomic structure is a simulated model.
Doubt: the cutoff is far below the 930 eV that the study's wrapper takes by default for these files, so forces and energies are approximate.
This geometry differs little from another in the collection (a relaxation step or a small displacement).

Settings: functional PBE; potential files Ansatz PAW; basis plane waves; wave-function cutoff 580 eV; density cutoff ratio 5; exchange-correlation grid ratio 1; k mesh 1 x 1 x 1, Gamma-centred; self-consistency stop 5e-08 eV per atom in the density residual; occupations fixed; spin none; net charge 0.

Cell vectors (angstrom)
a	10.938	0	0
b	0	10.938	0
c	0	0	31.4439

Atoms: element, x, y, z (angstrom)
Si	0.0766	-0.1585	24.0479
Si	5.6697	-0.1076	24.1703
Si	3.3672	2.1658	23.6924
Si	8.1568	2.9365	23.9844
Si	0.2107	5.565	24.2508
Si	5.7877	5.0762	23.9091
Si	2.4633	8.5979	23.9655
Si	8.0417	8.6596	23.6853
Si	1.4937	1.3901	25.1285
Si	6.9705	1.4039	25.3655
Si	4.2123	3.9114	25.2266
Si	9.6847	4.1084	25.35
Si	1.5117	6.9982	25.4624
Si	6.877	6.9025	25.0218
Si	4.1565	9.5483	25.3729
Si	9.5371	9.5449	25.3449
Si	2.7375	0.0058	26.648
Si	8.2405	-0.0163	26.7133
Si	0.1016	2.6917	26.6322
Si	5.5291	2.6898	26.7105
Si	2.827	5.395	26.6293
Si	8.1988	5.5118	26.5799
Si	-0.0197	8.214	26.7273
Si	5.5153	8.116	26.6245
Si	4.1018	1.3673	28.0256
Si	9.5708	1.3673	28.0256
Si	1.3673	4.1018	28.0256
Si	6.8362	4.1018	28.0256
Si	4.1018	6.8362	28.0256
Si	9.5708	6.8362	28.0256
Si	1.3673	9.5708	28.0256
Si	6.8362	9.5708	28.0256
Si	0	0	29.3929
Si	5.469	0	29.3929
Si	2.7345	2.7345	29.3929
Si	8.2035	2.7345	29.3929
Si	0	5.469	29.3929
Si	5.469	5.469	29.3929
Si	2.7345	8.2035	29.3929
Si	8.2035	8.2035	29.3929
Si	1.3673	1.3673	30.7601
Si	6.8362	1.3673	30.7601
Si	4.1018	4.1018	30.7601
Si	9.5708	4.1018	30.7601
Si	1.3673	6.8362	30.7601
Si	6.8362	6.8362	30.7601
Si	4.1018	9.5708	30.7601
Si	9.5708	9.5708	30.7601
Si	2.7345	0	0.6835
Si	8.2035	0	0.6835
Si	0	2.7345	0.6835
Si	5.469	2.7345	0.6835
Si	2.7345	5.469	0.6835
Si	8.2035	5.469	0.6835
Si	0	8.2035	0.6835
Si	5.469	8.2035	0.6835
Si	4.1018	1.3673	2.0507
Si	9.5708	1.3673	2.0507
Si	1.3673	4.1018	2.0507
Si	6.8362	4.1018	2.0507
Si	4.1018	6.8362	2.0507
Si	9.5708	6.8362	2.0507
Si	1.3673	9.5708	2.0507
Si	6.8362	9.5708	2.0507
Si	0	0	3.418
Si	5.469	0	3.418
Si	2.7345	2.7345	3.418
Si	8.2035	2.7345	3.418
Si	0	5.469	3.418
Si	5.469	5.469	3.418
Si	2.7345	8.2035	3.418
Si	8.2035	8.2035	3.418
Si	1.2556	1.4108	4.831
Si	6.8497	1.3795	4.8004
Si	4.0609	4.1884	4.7231
Si	9.5323	4.1455	4.7585
Si	1.2478	6.9053	4.7891
Si	6.7387	6.8366	4.8166
Si	4.1165	9.5728	4.7715
Si	9.6202	9.5378	4.8175
Si	2.6898	-0.0324	6.0663
Si	8.2663	-0.0149	6.135
Si	-0.2106	2.795	6.2475
Si	5.4388	2.8472	6.0474
Si	2.6094	5.5078	6.0394
Si	7.9922	5.2902	6.1099
Si	-0.0805	8.1593	6.3748
Si	5.4118	8.2401	6.2619
Si	3.9203	1.5958	7.2234
Si	9.1089	1.5909	7.6711
Si	1.5872	3.8495	7.3978
Si	6.8488	3.7219	7.7482
Si	3.6877	7.0717	7.411
Si	9.0517	6.8511	7.4515
Si	1.6037	9.4564	7.5709
Si	7.1159	9.3987	7.4929
O	6.823	9.8086	23.4088
O	1.3737	4.6809	23.4765
O	2.7457	2.6826	7.6388
O	4.1551	6.0624	8.6039
N	7.5143	2.1328	8.3486
O	3.6724	4.0146	10.2268
O	6.7823	10.3552	8.8242
O	1.3086	4.3306	8.9642
O	8.0069	6.7772	10.6309
N	9.288	-2.1792	11.9844
N	6.4597	4.722	9.2143
O	4.8027	1.1716	8.5534
O	2.6744	8.2532	8.0257
O	5.1711	5.1252	22.4003
O	10.0449	11.2015	22.7559
O	-1.9918	8.3494	22.2597
N	2.8565	5.673	21.2137
N	4.4811	0.7697	23.1336
N	11.7907	8.0516	21.2424
O	7.0958	4.1244	23.6757
O	-0.6001	6.4614	23.1568
Si	8.5338	8.0623	18.1209
Si	0.6583	-3.9163	14.757
Si	10.8095	-1.2543	12.015
Si	6.6782	12.1346	12.2619
Si	6.3316	0.9823	9.1274
Si	-1.5259	12.2222	21.6395
Si	5.1997	7.4995	12.0745
Si	12.2429	9.7602	21.5427
Si	6.3986	15.5522	16.4461
Si	2.2783	7.9423	12.458
Si	11.7842	1.3094	19.9111
Si	8.1267	0.0406	19.0109
Si	13.4312	7.3666	21.1829
Si	8.7822	8.6533	15.1825
Si	16.1314	11.5554	17.768
Si	11.4745	11.6637	9.7255
Si	12.9699	3.5545	10.2309
Si	4.4985	-5.7795	20.9288
Si	14.8267	2.2969	19.6922
Si	15.4461	9.0726	19.4211
Si	10.9492	6.4909	17.491
Si	10.4509	1.343	17.1938
Si	9.1761	13.5421	14.8475
Si	4.8118	5.1998	9.8094
Si	8.0146	5.3428	9.8504
Si	10.2238	7.3569	21.802
Si	1.935	4.3927	21.9808
Si	8.1615	14.6963	12.4097
Si	9.2448	4.085	17.4545
Si	9.1237	7.0255	11.8157
Si	6.9119	5.8396	13.7024
Si	16.9923	1.9257	15.122
Si	-0.4314	11.03	14.6922
Si	18.5992	9.197	12.5719
Si	4.3125	10.9816	21.5284
Si	-0.2688	5.072	19.8913
Si	-4.8948	6.6027	18.6487
Si	22.7679	5.5129	12.2504
O	9.8093	6.2614	20.6397
O	6.7294	4.4527	12.8314
O	9.1248	14.7852	13.7624
O	2.8467	3.0363	22.3291
O	8.2365	-1.5883	19.0647
O	5.5554	3.4011	15.711
O	5.46	0.7625	16.1361
N	-1.0608	2.8131	16.448
O	0.5985	10.6576	20.3478
O	16.3992	8.1159	18.5099
O	10.1151	18.684	14.8238
O	9.8157	-5.4466	16.8448
O	6.6517	0.5132	18.5093
O	2.3217	1.98	20.0178
O	7.4675	-0.1643	12.6043
O	0.6391	4.2993	20.991
O	9.2092	10.2122	15.2094
O	-2.2565	4.3088	10.957
O	11.6655	16.6945	18.7646
O	2.791	10.4428	21.3451
O	6.0542	12.0757	10.7498
O	9.1462	5.6941	8.6865
O	9.2072	11.5097	17.9182
O	13.1487	6.4094	11.9018
O	7.5628	8.6196	14.1036
O	5.5865	6.7547	13.4771
O	9.6824	4.048	19.0516
O	8.4321	0.5927	20.5292
N	12.1704	9.7175	23.3077
O	4.3537	12.9189	18.1576
O	10.7931	0.0522	11.0486
O	10.071	12.4482	14.0495
O	17.3378	8.5626	11.7365
O	14.0972	7.9229	22.6148
O	10.1536	7.8018	18.0692
O	7.9244	13.1416	12.1386
O	7.0511	5.5608	15.2876
O	0.5809	1.6359	18.3553
O	4.3523	3.7996	20.0562
O	18.5567	4.0046	17.3519
O	12.7492	7.9458	14.0388
O	16.4815	16.5214	17.4583
O	-0.3996	6.2664	11.5625
O	14.1696	8.1174	19.9003
O	10.18	12.2177	8.8894
O	10.6665	1.9987	20.8816
O	8.1032	8.1356	7.963
O	7.6755	6.7723	18.6662
O	12.1245	8.7986	11.5903
O	5.0656	6.2945	10.9878
O	8.3562	6.3942	13.1292
O	12.1734	10.4438	8.8572
O	0.3443	0.44	16.0906
O	5.6674	12.5178	13.5311
O	8.5845	2.3954	22.4905
O	12.1967	4.056	11.6136
O	19.002	-2.654	16.5796
O	11.5641	5.6129	13.8825
O	7.6828	1.9946	15.1309
O	14.7675	8.3873	12.2483
O	11.2328	-11.6675	13.5165
O	12.0364	17.7412	16.3194
O	5.4987	6.1086	20.0918
O	15.6981	1.295	20.6087
O	15.1893	10.3028	18.3299
O	16.087	9.7111	20.8297
O	12.5546	1.9299	10.1235

Results
free energy: -133758.812 eV
free energy less fixed offsets of N -385.13, O -568.88, Si -635.61 eV per atom: 4.368 eV

Forces (eV/angstrom), in the order of the atoms: element, x, y, z
Si	0.0164	0.003	0.1071
Si	0.0284	0.0468	-0.0217
Si	-0.0335	0.0495	0.0022
Si	0.1473	-0.0967	0.1309
Si	0.0521	-0.0306	-0.0255
Si	-0.0756	0.0381	0.1294
Si	0.1078	0.1765	0.1432
Si	0.0443	0.03	-0.0343
Si	-0.0092	-0.0786	-0.0281
Si	-0.0035	-0.0146	-0.0225
Si	0.0678	-0.0092	-0.0601
Si	0.0125	-0.0215	0.0007
Si	-0.0415	-0.0771	0.0354
Si	-0.0088	-0.0288	0.0228
Si	-0.1896	-0.0737	-0.0877
Si	0.044	0.0044	0.0049
Si	0.0232	0.0406	-0.0148
Si	-0.0239	0.0085	-0.0213
Si	-0.0324	0.0319	-0.0038
Si	-0.0288	-0.0116	-0.0045
Si	-0.0308	0.0387	-0.006
Si	0.0199	0.0076	0.0068
Si	-0.0122	-0.0148	-0.0121
Si	0.0094	0.0315	-0.0283
Si	-0.0486	-0.1295	0.1637
Si	0.5893	-0.0074	0.0476
Si	0.2649	0.016	-0.1068
Si	0.1817	0.4475	-0.0657
Si	0.4805	-0.6006	-0.0589
Si	-0.2929	-0.2372	0.1193
Si	-0.0902	0.3774	0.1978
Si	-0.1626	-0.2583	-0.073
Si	0.0574	0.0868	0.0738
Si	-0.1534	-0.0693	-0.0313
Si	0.0723	0.0767	0.0183
Si	0.1406	0.2025	-0.0527
Si	-0.07	0.0161	-0.0561
Si	-0.0271	0.0876	0.0646
Si	-0.0653	0.0276	-0.0934
Si	-0.0045	-0.0088	0.0277
Si	-0.0014	0.0118	-0.0126
Si	-0.0354	-0.0798	-0.0276
Si	0.0277	-0.0373	-0.0184
Si	0.0303	-0.0551	0.0155
Si	-0.0174	-0.0633	-0.0241
Si	-0.0026	-0.0577	-0.008
Si	0.1307	0.0355	-0.011
Si	0.0311	-0.0019	-0.03
Si	-0.0545	-0.0335	-0.0097
Si	0.0782	-0.0083	0.0065
Si	0.005	0.0042	0.0341
Si	-0.0652	0.1203	0.0366
Si	0.0238	0.0435	-0.0025
Si	-0.0138	0.0735	-0.0019
Si	-0.0538	0.0558	0.0326
Si	-0.091	-0.0074	0.0234
Si	0.0166	-0.1359	0.0504
Si	-0.08	-0.0631	0.0094
Si	0.0256	-0.0023	0.0074
Si	0.0404	-0.0261	0.0339
Si	-0.0152	-0.1394	-0.0378
Si	-0.0121	-0.1806	-0.0337
Si	0.1054	0.0967	0.024
Si	-0.0264	0.064	0.0383
Si	0.0175	-0.1159	0.0021
Si	0.1379	0.1422	0.0315
Si	-0.375	0.0017	0.236
Si	0.0884	-0.0819	-0.1227
Si	-0.2918	0.3206	-0.2139
Si	-0.2307	0.4376	-0.596
Si	-0.1302	-0.0004	0.1127
Si	-0.011	-0.1987	0.489
Si	-0.0111	-0.0564	-0.0197
Si	-0.0194	0.0193	-0.0412
Si	-0.0068	-0.0189	0.0241
Si	0.0209	-0.0226	-0.0064
Si	-0.0082	-0.0092	0.0108
Si	-0.0618	-0.0117	-0.034
Si	0.0006	-0.0005	-0.0204
Si	0.0159	0.0078	0.019
Si	0.0248	-0.0142	0.0172
Si	-0.0086	-0.0967	-0.0221
Si	-0.1429	0.0035	0.0508
Si	-0.0744	-0.0514	0.0152
Si	-0.019	0.0197	-0.0162
Si	0.0554	-0.0641	0.0591
Si	-0.0158	-0.0304	-0.0541
Si	-0.0161	0.0065	-0.0333
Si	0.0246	0.0187	-0.1355
Si	0.1137	0.0238	-0.1243
Si	-0.0041	0.0269	-0.0126
Si	-0.1281	0.0549	-0.1341
Si	-0.0115	0.0035	-0.0189
Si	0.0439	0.0243	0.0734
Si	0.0202	-0.0203	-0.0017
Si	0.0279	0.0085	-0.0424
O	0.0074	-0.0079	-0.0237
O	-0.0378	0.0339	0.0086
O	0.0008	-0.0105	0.0255
O	-0.0063	0.0189	-0.0103
N	0.0175	0.0031	0.0082
O	-0.012	-0.009	0.0021
O	-0.0001	0.0686	0.0598
O	0.0001	-0.0064	0.005
O	0.0156	-0.015	-0.0033
N	0.0076	0.0128	0.0135
N	-0.0045	0.0571	0.0889
O	0.0876	-0.0191	0.0704
O	-0.0165	0.0394	0.0428
O	-0.0226	0.0001	-0.0767
O	-0.0351	0.0037	-0.0649
O	0.0246	-0.0232	-0.0266
N	0.0041	-0.0045	-0.0081
N	0.078	-0.1142	0.0166
N	-0.0108	-0.0185	-0.0036
O	-0.095	0.02	-0.0948
O	-0.0128	0.0119	-0.019
Si	0.0041	0.007	0.0217
Si	0.0024	0.0053	-0.006
Si	-0.0117	0.0082	-0.0062
Si	-0.0281	-0.0075	0.018
Si	-0.0336	-0.0203	0.0718
Si	0.0177	-0.0028	0.0081
Si	0.0162	0.0077	-0.0116
Si	0.0186	-0.0368	-0.0055
Si	0.0061	0.0023	-0.0017
Si	-0.0038	0.0086	0.0038
Si	-0.0155	0.002	0.0152
Si	0.0055	0.0016	0.0181
Si	-0.0017	-0.0122	0.0395
Si	-0.003	0.0035	-0.0119
Si	0.0031	-0.0028	0.0095
Si	-0.0059	0.0068	0.0325
Si	0.0043	0.0034	0.0074
Si	-0.044	0.0389	0.0652
Si	-0.0072	-0.0127	0.0184
Si	-0.0142	-0.0132	0.0211
Si	-0.0037	-0.0037	0.0081
Si	-0.0067	-0.0002	0.0004
Si	0.0025	0.0002	-0.0019
Si	-0.0104	-0.0191	-0.0102
Si	0.027	0.0436	0.0495
Si	0.004	0.0277	0.0128
Si	0.0201	0.0395	0.028
Si	0.0043	0.0115	-0.0013
Si	0.0026	-0.003	0.0117
Si	-0.0288	-0.0123	-0.029
Si	0.0014	-0.0009	-0.0181
Si	0.0008	-0.0084	-0.0193
Si	0.0056	-0.0067	-0.008
Si	0.0048	-0.0094	-0.0163
Si	0.0094	-0.0074	0.0475
Si	-0.0019	0.0036	0.0324
Si	0.0038	0.0085	0.0109
Si	-0.012	-0.0013	-0.0081
O	-0.0128	-0.0116	-0.016
O	-0.0054	0.0021	0.0037
O	0.0039	0.006	0.0051
O	-0.035	0.0487	-0.0162
O	-0.0048	-0.0043	-0.0136
O	0.0021	0.0002	0.0037
O	-0.0021	0.0009	0.0031
N	0.002	0.0008	-0.0037
O	0.0024	0.0099	-0.0061
O	0.0069	-0.0065	-0.0058
O	0.0032	-0.0026	-0.0003
O	-0.0018	0.0037	-0.0038
O	-0.0136	0.0009	-0.0071
O	0.0103	0.0005	-0.0116
O	0.0096	-0.0432	0.0135
O	0.0052	-0.0029	0.0003
O	-0.0058	-0.004	0.0009
O	0.0002	0.0007	-0.0136
O	0.0059	0.0006	-0.0091
O	-0.0048	0.0065	-0.0162
O	-0.0112	0.0046	-0.0627
O	0.0161	-0.0546	0.0097
O	-0.0021	0.0006	-0.0033
O	0.0018	-0.0069	-0.0021
O	0.004	-0.0004	0.0078
O	-0.0014	-0.0031	0.0057
O	-0.0101	-0.0093	-0.0197
O	-0.0077	-0.0006	-0.0166
N	0.0154	-0.0078	-0.0229
O	0.0014	-0.002	-0.0079
O	0.0081	-0.002	-0.0137
O	-0.0047	0.0057	-0.0027
O	-0.0059	-0.0025	0.0078
O	0.0293	-0.0315	-0.0516
O	0.001	-0.004	-0.005
O	0.0358	0.0126	0.0055
O	-0.0016	-0.0033	0.0063
O	-0.0047	0.0002	-0.0071
O	0.004	-0.0155	-0.028
O	-0.0081	0.0012	-0.0053
O	-0.0052	-0.0065	0.0018
O	-0.003	-0.0029	-0.0057
O	0.0053	0.0008	0.0098
O	0.0164	0.0178	-0.0317
O	0.0353	-0.0298	0.0621
O	0.0016	-0.0047	-0.0159
O	-0.0294	0.0308	-0.0019
O	-0.0064	-0.0027	-0.0062
O	0.004	-0.0059	-0.0001
O	0.0084	-0.0004	0.0001
O	-0.0025	-0.001	0.0078
O	0.0084	0.006	0.0032
O	0.0073	-0.0021	0.005
O	-0.0027	0.0008	0.0144
O	0.0036	-0.0023	-0.0585
O	0.0005	0.0019	0.0056
O	-0.0044	-0.0019	-0.0053
O	0.0024	-0.0008	0.0035
O	-0.0032	0.0002	0.0024
O	0.0012	-0.003	-0.0001
O	-0.0033	-0.0054	-0.0023
O	0.0036	-0.0006	-0.004
O	-0.0004	-0.0092	-0.0101
O	-0.009	0.0018	-0.0044
O	0.0007	0.0052	-0.0092
O	-0.0062	0.0129	-0.0207
O	0.0034	0.0053	-0.0046

The program warned: the cutoff lies below the one the program advises for these potential files; the forces do not sum to zero within the program's tolerance; the exchange-correlation potential is rough where the density is thin.
